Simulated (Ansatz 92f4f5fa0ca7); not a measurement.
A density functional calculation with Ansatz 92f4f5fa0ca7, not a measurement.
Periodic cell of 226 atoms, Si132O92As2, from a study of silicon, its oxide and their interface. The atomic structure is a simulated model.
Doubt: the cutoff is far below the 930 eV that the study's wrapper takes by default for these files, so forces and energies are approximate.

Settings: functional PBE; potential files Ansatz PAW; basis plane waves; wave-function cutoff 580 eV; density cutoff ratio 5; exchange-correlation grid ratio 1; k mesh 1 x 1 x 1, Gamma-centred; self-consistency stop 5e-08 eV per atom in the density residual; occupations fixed; spin none; net charge 0.

Cell vectors (angstrom)
a, 10.938, 0, 0
b, 0, 10.938, 0
c, 0, 0, 31.9494

Atoms: element, x, y, z (angstrom)
Si, 10.6257, 0.0085, 24.4187
Si, 5.0727, 0.1268, 24.661
Si, 2.822, 2.2973, 24.526
Si, 8.5653, 2.4414, 24.5572
Si, 10.7025, 5.5905, 24.3294
Si, 5.1575, 5.6196, 24.4464
Si, 2.9867, 7.9577, 24.3998
Si, 8.4132, 7.8351, 24.4087
Si, 1.2928, 1.138, 25.8389
Si, 6.8143, 1.3278, 25.7355
Si, 3.9881, 4.0127, 25.7282
Si, 9.6817, 4.0288, 25.8464
Si, 1.3391, 6.7919, 25.6604
Si, 6.8041, 6.726, 25.7492
Si, 3.9978, 9.4705, 25.9529
Si, 9.4818, 9.4435, 25.796
Si, 2.6313, -0.1338, 27.2872
Si, 8.1368, -0.0686, 27.144
Si, 0.0704, 2.6585, 27.2047
Si, 5.4482, 2.7155, 27.1113
Si, 2.6654, 5.4138, 27.1064
Si, 8.1856, 5.3677, 27.1356
Si, 0.0068, 8.1436, 27.122
Si, 5.5075, 8.1427, 27.1771
Si, 4.0827, 1.3227, 28.5004
Si, 9.5412, 1.3219, 28.5022
Si, 1.3847, 4.0625, 28.5615
Si, 6.8069, 4.0537, 28.5265
Si, 4.0846, 6.7751, 28.4863
Si, 9.5555, 6.779, 28.4834
Si, 1.2892, 9.4711, 28.6159
Si, 6.8249, 9.529, 28.5623
Si, -0.0271, -0.0084, 29.9104
Si, 5.4655, -0.0081, 29.8961
Si, 2.7653, 2.7126, 29.9036
Si, 8.2013, 2.7155, 29.887
Si, -0.0001, 5.4536, 29.8894
Si, 5.4642, 5.4515, 29.8885
Si, 2.7538, 8.1584, 29.9028
Si, 8.2284, 8.1762, 29.888
Si, 1.3673, 1.3673, 31.2657
Si, 6.8362, 1.3673, 31.2657
Si, 4.1018, 4.1018, 31.2657
Si, 9.5708, 4.1018, 31.2657
Si, 1.3673, 6.8362, 31.2657
Si, 6.8362, 6.8362, 31.2657
Si, 4.1018, 9.5708, 31.2657
Si, 9.5708, 9.5708, 31.2657
Si, 2.7345, 0, 0.6835
Si, 8.2035, 0, 0.6835
Si, 0, 2.7345, 0.6835
Si, 5.469, 2.7345, 0.6835
Si, 2.7345, 5.469, 0.6835
Si, 8.2035, 5.469, 0.6835
Si, 0, 8.2035, 0.6835
Si, 5.469, 8.2035, 0.6835
Si, 4.0964, 1.3825, 2.0681
Si, 9.5899, 1.3518, 2.0683
Si, 1.3623, 4.1025, 2.0259
Si, 6.8273, 4.1329, 2.0482
Si, 4.1162, 6.8407, 2.0167
Si, 9.5885, 6.8339, 2.0649
Si, 1.371, 9.5896, 2.0632
Si, 6.8257, 9.6203, 2.0665
Si, 0.0385, 0.0245, 3.5062
Si, 5.4747, 0.062, 3.476
Si, 2.7096, 2.7676, 3.4147
Si, 8.2478, 2.7988, 3.3696
Si, 0.0731, 5.491, 3.412
Si, 5.4764, 5.531, 3.4284
Si, 2.7722, 8.2094, 3.3504
Si, 8.2579, 8.2898, 3.4068
Si, 1.3439, 1.4895, 4.8782
Si, 6.8809, 1.5259, 4.7801
Si, 4.0218, 4.1962, 4.7525
Si, 9.5983, 4.1552, 4.7637
As, 1.2336, 7.0994, 4.8351
Si, 6.8167, 7.0263, 4.7321
Si, 4.0468, 9.5911, 4.7771
Si, 9.5302, 9.6766, 4.8886
Si, 2.7081, 0.0348, 6.1535
Si, 8.2858, 0.2014, 6.1875
Si, -0.0153, 2.9027, 6.3053
Si, 5.4593, 2.8912, 6.0724
Si, 2.7122, 5.6687, 6.0641
Si, 8.2397, 5.6502, 5.9658
As, -0.5394, 8.7743, 6.9559
Si, 5.4803, 8.3717, 6.1955
Si, 4.3772, 1.2227, 7.3266
Si, 9.8202, 1.2949, 7.6756
Si, 1.1552, 4.6173, 7.4919
Si, 6.5851, 4.6043, 7.2402
Si, 4.2714, 6.796, 7.4877
Si, 9.6052, 6.6273, 7.631
Si, 1.2374, 10.1539, 7.8602
Si, 6.6797, 10.0053, 7.4396
O, 9.5822, 1.2438, 23.9782
O, 4.1049, 6.8079, 23.9384
O, 4.0099, 1.2411, 24.0241
O, 9.5344, 6.7066, 23.8886
O, -0.0344, 5.6751, 8.0473
O, 5.5251, 0.1743, 7.9208
O, 0.2226, 0.4751, 8.2943
O, 5.466, 5.6839, 7.8367
O, 7.5121, 4.0391, 8.46
O, 8.5883, 6.9503, 8.9053
O, 2.1149, 9.5703, 9.1479
O, 8.8352, 1.7812, 8.9401
O, 7.4576, 9.4168, 8.7677
O, 3.5584, 1.8893, 8.5853
O, 3.5204, 7.3344, 8.8865
O, 2.0621, 4.1144, 8.788
O, 8.1359, 3.4897, 23.3484
O, 0.4381, 4.93, 22.9465
O, 1.8994, 2.744, 23.2383
O, 5.8296, 4.9146, 23.1123
O, 5.5137, 9.9819, 23.5048
O, 2.4424, 8.6928, 23.0142
O, 0.1894, 10.0742, 23.0862
O, 7.773, 8.5682, 23.0636
Si, 8.6381, 7.7103, 18.434
Si, 8.7499, 6.4043, 13.6678
Si, 3.7575, 1.5788, 14.7352
Si, 2.1156, 5.7563, 17.638
Si, 2.3951, 3.145, 19.4849
Si, 9.773, 9.0654, 12.0888
Si, 1.3252, 9.4247, 22.0758
Si, 9.146, 1.009, 13.1944
Si, 1.3668, 5.0925, 13.0458
Si, 1.7504, 8.2768, 12.8165
Si, 6.6342, 9.5482, 22.4218
Si, 4.5019, 4.6223, 15.7275
Si, 8.15, 3.1136, 9.6084
Si, 0.8199, 8.2506, 19.2662
Si, 6.9342, 1.3488, 21.0884
Si, 8.13, 8.2987, 9.7364
Si, 10.8492, 5.2354, 15.628
Si, 7.5527, 9.5323, 16.3208
Si, 9.9178, 2.0528, 20.301
Si, 3.1728, 8.5615, 9.9375
Si, 6.676, 3.3497, 17.407
Si, 1.1539, 0.2094, 19.7989
Si, 3.1924, 2.873, 12.3011
Si, 7.2012, 5.3991, 19.6765
Si, 5.6853, 8.7153, 11.607
Si, 5.7403, 6.1323, 13.2358
Si, 4.6111, 9.716, 17.6195
Si, 1.0109, 3.5943, 22.1726
Si, 4.8783, 1.4892, 18.7988
Si, 3.1654, 3.1602, 9.507
Si, 6.4249, 10.8765, 13.8098
Si, 10.3299, 0.1511, 15.965
Si, 5.6175, 3.7353, 11.1724
Si, 9.7973, 3.9544, 11.9181
Si, 2.3161, 9.9496, 15.5378
Si, 6.0527, 8.1247, 19.7928
Si, 6.9298, 3.9752, 22.3672
Si, 9.7339, 2.7958, 17.3747
O, 7.1572, 6.4359, 13.998
O, 1.8607, 7.0602, 18.6908
O, 10.2512, 4.0768, 16.5586
O, 6.1457, 9.9768, 17.0578
O, 10.1246, 0.7451, 14.4636
O, 8.4211, 6.1253, 18.8394
O, 5.1488, 0.7453, 14.4529
O, 5.6968, 2.058, 17.5167
O, 8.3337, 1.9344, 20.551
O, 1.9638, 4.2991, 18.3974
O, 6.9258, 2.8793, 10.6806
O, 4.8276, 2.7801, 12.2303
O, 6.0103, 4.3972, 16.3462
O, 4.5356, 3.9871, 9.9397
O, 10.6807, 2.7621, 21.5596
O, 9.6812, 6.2017, 15.0074
O, 5.9877, 6.4884, 19.8314
O, 4.058, 0.1775, 18.2817
O, 9.2258, 10.5922, 12.2779
O, 2.8044, 4.4076, 12.7334
O, 1.9048, 10.7049, 21.2035
O, 3.9746, 2.7291, 19.3769
O, 0.7025, 10.0672, 15.9545
O, 1.2611, 9.8035, 18.8318
O, 1.6952, 1.6647, 19.266
O, 8.9219, 10.4267, 16.5003
O, 4.8515, 8.5849, 18.7806
O, 9.4943, 8.7704, 10.5045
O, 6.7298, 4.0874, 18.855
O, 2.8127, 1.7591, 13.3999
O, 5.8058, 8.7709, 21.2589
O, 2.5058, 2.532, 10.8672
O, 7.6077, 4.8551, 21.1628
O, 5.135, 7.5457, 12.6348
O, 0.4031, 9.104, 12.4669
O, 7.5569, 1.1093, 13.5833
O, 7.0905, 9.685, 14.7508
O, 8.9411, 5.0695, 12.7418
O, 8.0803, 8.0676, 16.9061
O, 6.2028, 2.5789, 21.894
O, 2.4219, 9.1012, 14.0981
O, 0.3819, 4.5402, 11.8669
O, 0.795, 8.3235, 20.9366
O, 9.3291, 3.933, 10.364
O, 9.623, 2.4271, 12.5162
O, 7.5975, 8.5682, 19.3885
O, 2.5131, 8.1413, 11.3723
O, 3.9306, 3.0917, 15.3899
O, 0.7643, 4.5082, 14.4436
O, 10.0325, 3.002, 18.9674
O, 9.1273, 7.8474, 12.9856
O, 10.5003, 0.5335, 20.0729
O, 5.977, 5.125, 11.9499
O, 8.1353, 2.7454, 17.0152
O, 3.5235, 5.5018, 16.7565
O, 4.6164, 9.1699, 10.4345
O, 1.4656, 6.7119, 13.2179
O, 4.7274, 5.5211, 14.3714
O, 2.0291, 3.8551, 20.9152
O, 10.5429, 1.4432, 16.9412
O, 0.9366, 6.0889, 16.555
O, 7.3147, 10.948, 21.9312
O, 5.9139, 0.9161, 19.912
O, 6.0157, 10.0911, 12.4318
O, 2.8131, 0.5731, 15.5924
O, 6.9912, 8.0242, 10.884
O, 10.2237, 8.0224, 18.6901
O, 3.4245, 9.2213, 16.5634

Results
free energy: -145949.062 eV
free energy less fixed offsets of As -4856.12, O -568.88, Si -635.61 eV per atom: 0.658 eV

Forces (eV/angstrom), in the order of the atoms: element, x, y, z
Si, -0.0018, 0.0023, 0.0074
Si, -0.0017, -0.0016, 0.0008
Si, -0.0016, -0.0004, 0.0072
Si, 0.002, 0.0006, 0.0004
Si, -0.0014, 0.0041, 0
Si, -0.0001, 0.0014, 0.0073
Si, 0.0028, -0.002, -0.0017
Si, -0.0017, 0.0014, 0.0058
Si, -0.001, -0.0026, -0.0022
Si, -0.0027, 0.0009, 0.008
Si, -0.0036, -0.0012, 0.0042
Si, -0.005, -0.0025, 0.0014
Si, -0.0051, -0.0019, 0.0113
Si, -0.0017, -0.0045, 0.0001
Si, -0.0038, 0.0007, 0.0033
Si, -0.0046, -0.0011, 0.0017
Si, 0.0008, 0.0009, 0.0001
Si, 0.0015, -0.0007, 0.0005
Si, 0.0048, 0.0033, -0.0013
Si, 0.0019, 0.0097, 0.003
Si, 0.0026, 0.0012, 0.0038
Si, 0.0031, 0.0038, -0.0013
Si, -0.0032, 0.0086, 0.0061
Si, 0.0021, 0.0018, -0.0023
Si, 0.0055, 0.0101, -0.0022
Si, -0.004, 0.0035, -0.0036
Si, 0.0098, 0.006, 0.0062
Si, 0.004, 0.0041, 0.0028
Si, -0.0024, -0.0032, -0.0031
Si, -0.0008, 0.0051, -0.0034
Si, 0.0014, 0.0072, 0.0166
Si, 0.0009, 0.0099, 0.0031
Si, 0.0012, -0.0019, 0.0071
Si, -0.0077, 0.0016, 0.0022
Si, 0.0016, 0.0016, 0.0013
Si, -0.0045, 0.0025, 0.0024
Si, -0.0128, -0.007, 0.0086
Si, 0.0016, 0.006, 0.0003
Si, -0.0066, 0.012, 0.0074
Si, -0.0058, -0.0047, 0.0046
Si, 0.0212, -0.0216, -0.1139
Si, 0.0481, -0.0248, -0.0248
Si, 0.0819, -0.0755, 0.0453
Si, -0.0729, -0.1174, -0.0838
Si, 0.0375, -0.1658, 0.0184
Si, 0.0917, 0.0153, -0.1633
Si, -0.0286, -0.0648, -0.039
Si, -0.1492, -0.139, 0.1124
Si, -0.0018, 0.0615, 0.0948
Si, -0.0523, 0.0762, 0.0399
Si, -0.0662, -0.1121, -0.0252
Si, -0.0472, 0.1301, 0.1231
Si, -0.0301, -0.0772, -0.1399
Si, -0.0303, 0.1194, 0.0414
Si, 0.0075, 0.1633, 0.1222
Si, 0.2195, 0.2401, 0.0009
Si, 0.0043, -0.0161, 0.0074
Si, -0.001, 0.0026, -0.0048
Si, 0.0733, 0.0543, 0.0582
Si, 0.0249, -0.0002, 0.0153
Si, -0.0464, -0.0723, 0.0485
Si, -0.0158, 0.0456, 0.011
Si, -0.0248, 0.0087, 0.0053
Si, 0.0105, -0.0077, 0.0031
Si, -0.0055, 0.0289, -0.0183
Si, 0.0053, -0.0221, -0.0079
Si, 0.0119, -0.0024, -0.0098
Si, 0.0184, -0.0056, -0.0252
Si, -0.1011, 0.0174, -0.0174
Si, -0.0061, -0.0184, -0.0009
Si, -0.0369, 0.0581, 0.009
Si, -0.0327, 0.0278, -0.0349
Si, 0.0133, -0.0004, -0.0119
Si, 0.0062, 0.0049, 0.0119
Si, 0.0293, -0.0243, -0.0392
Si, -0.0143, -0.0257, 0.0539
As, 0.1773, -0.1407, -0.1208
Si, 0.0217, -0.0192, 0.019
Si, 0.0266, 0.0134, 0.0206
Si, 0.1289, -0.0971, -0.0443
Si, 0.0284, 0.0228, 0.0085
Si, -0.0016, -0.016, -0.0071
Si, 0.0047, -0.0113, 0.0149
Si, -0.0276, 0.0007, -0.0199
Si, -0.0475, 0.0223, 0.0917
Si, -0.0413, -0.0342, 0.0022
As, -0.2276, 0.2651, 0.0691
Si, -0.0208, -0.0115, 0.012
Si, 0.0055, 0.0067, -0.0265
Si, -0.0665, 0.0375, -0.0254
Si, -0.0677, 0.0188, 0.0031
Si, -0.0106, -0.0195, -0.0508
Si, 0.0349, 0.0091, 0.0174
Si, 0.1774, -0.0175, -0.2025
Si, -0.0199, -0.0804, -0.1283
Si, 0.0051, 0.0298, 0.0225
O, -0.0016, -0.0016, 0.0005
O, -0.0017, 0.0012, 0.002
O, 0.0005, -0.0012, -0.0007
O, -0.0011, -0.001, 0.0008
O, 0.0496, -0.0979, -0.0263
O, -0.0012, -0.023, 0.012
O, 0.0021, -0.0676, -0.0147
O, -0.0307, 0.0263, 0.0016
O, 0.012, 0.0063, 0.0183
O, -0.0144, 0.0553, 0.0348
O, 0.0841, -0.0167, 0.0404
O, 0.026, -0.0115, 0.0174
O, -0.0448, 0.0028, -0.0035
O, 0.0057, 0.0019, 0.0071
O, 0.007, -0.02, -0.0351
O, 0.0077, 0.0007, -0.0231
O, -0.0031, 0.0005, 0.0024
O, 0.0017, 0.0017, 0.0047
O, -0.0034, 0.0063, -0.0022
O, 0.0008, -0.0011, 0
O, 0.0098, -0.0006, -0.0118
O, -0.0014, -0.0002, 0.0064
O, -0.0008, 0.0002, -0.0009
O, -0.0006, 0.003, 0.0032
Si, -0.0031, 0.001, -0.0142
Si, 0.0004, 0.0049, -0.0047
Si, -0.0011, -0.0017, -0.0086
Si, -0.0015, -0.0004, -0.0123
Si, -0.0003, 0.0011, -0.0099
Si, 0.0149, -0.0034, 0.0032
Si, -0.0016, 0.0038, -0.0055
Si, -0.0013, -0.0022, 0.006
Si, -0.0004, 0.0023, -0.0033
Si, 0.0033, 0.0043, -0.0101
Si, -0.0017, 0.0062, -0.0041
Si, 0.0006, -0.0008, -0.0092
Si, -0.0119, 0.0069, -0.0011
Si, -0.0021, 0.0029, -0.0122
Si, 0, 0.0013, -0.0091
Si, -0.043, -0.0149, 0.0243
Si, -0.0008, 0.0013, -0.0114
Si, -0.0029, -0.0022, -0.0129
Si, -0.0004, 0.0038, -0.0103
Si, -0.0095, 0.0155, 0.0469
Si, -0.0004, 0.0032, -0.0114
Si, 0.0003, 0.0046, -0.012
Si, -0.0088, 0.0037, 0.0072
Si, -0.0009, 0.0012, -0.0114
Si, -0.0009, -0.0048, -0.0058
Si, -0.0013, 0.0049, -0.0042
Si, -0.0005, -0.0008, -0.0122
Si, 0.001, -0.0003, -0.0069
Si, -0.0015, 0.0015, -0.0121
Si, 0.0019, -0.0122, 0.0253
Si, -0.0018, 0.0017, -0.0026
Si, -0.0031, -0.0005, -0.0107
Si, -0.0004, -0.0018, 0.005
Si, 0.0036, 0.0023, 0.0048
Si, -0.0014, -0.0011, -0.0108
Si, -0.0006, 0.0016, -0.0106
Si, 0.0001, 0.0019, -0.0084
Si, -0.0002, 0.0017, -0.0122
O, -0.0042, -0.0014, 0.0067
O, -0.0005, 0.0019, 0.0073
O, 0.0011, 0.0012, 0.0057
O, -0.0016, 0.0006, 0.0089
O, -0.0024, -0.0012, 0.0076
O, -0.0004, 0.0012, 0.0085
O, -0.002, 0.0009, 0.0048
O, -0.0003, 0.0005, 0.0067
O, 0, 0.0025, 0.007
O, -0.0001, 0.0045, 0.0066
O, 0.0068, -0.0059, -0.0142
O, 0.0012, -0.0015, 0.0009
O, -0.0015, 0.0001, 0.0088
O, 0.0019, -0.0013, 0.0012
O, -0.0019, 0.0017, 0.0047
O, 0.0018, -0.0032, 0.0073
O, 0.0005, 0.0009, 0.0082
O, -0.0016, 0.0013, 0.0074
O, -0.0028, -0.002, -0.001
O, -0.0018, -0.0017, 0.0003
O, -0.0005, 0.0004, 0.005
O, -0.0007, 0.0018, 0.0071
O, -0.0034, 0.0017, 0.007
O, -0.0012, 0.001, 0.0058
O, -0.0017, 0.0014, 0.0069
O, -0.0007, 0.0014, 0.0081
O, -0.0016, 0.0017, 0.0077
O, 0.0131, -0.0035, -0.0191
O, -0.0021, 0.0014, 0.0075
O, 0.0022, 0.0028, 0.0006
O, -0.0016, 0.0011, 0.0049
O, -0.0031, -0.0025, 0.0039
O, -0.0006, 0.0018, 0.0053
O, 0.0046, -0.0074, 0.0017
O, -0.0125, -0.0004, 0.0046
O, 0.0012, -0.0004, 0.0045
O, -0.0015, 0.0004, 0.0063
O, -0.0007, -0.0035, -0.0018
O, -0.0005, -0.0005, 0.0099
O, -0.0021, 0.0019, 0.0075
O, -0.0011, -0.002, 0.0071
O, -0.0008, -0.0001, 0.0033
O, -0.0006, -0.0006, 0.0072
O, 0.0019, -0.0086, -0.0071
O, 0.0008, -0.0037, 0.0068
O, 0, 0.0011, 0.007
O, 0.0052, -0.0075, 0.0022
O, 0.0001, 0.0004, 0.0078
O, 0.0023, 0.0003, 0.0051
O, -0.0012, 0.0004, 0.0071
O, 0.0023, 0.0045, -0.0047
O, -0.0009, 0.0003, 0.0071
O, -0.0019, -0.0087, -0.002
O, -0.0003, 0.0013, 0.0075
O, -0.0014, -0.0011, 0.0066
O, 0.0048, -0.005, -0.0016
O, -0.0044, -0.0084, 0.0057
O, -0.002, 0.0007, 0.0043
O, -0.0014, 0.0006, 0.0074
O, -0.0022, 0.0009, 0.0082
O, -0.0018, -0.0008, 0.0062
O, -0.0018, 0.0009, 0.006
O, -0.0007, 0.0019, 0.0083
O, -0.0003, -0.0047, -0.0025
O, -0.0005, 0.0009, 0.0096
O, 0.0136, 0.0045, -0.0128
O, -0.0005, 0.0013, 0.0079
O, 0.0012, 0.0026, 0.009

The program warned: the cutoff lies below the one the program advises for these potential files; the forces do not sum to zero within the program's tolerance; the exchange-correlation potential is rough where the density is thin.
